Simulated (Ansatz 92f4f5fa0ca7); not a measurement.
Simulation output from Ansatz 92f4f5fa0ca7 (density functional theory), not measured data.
Periodic cell of 216 atoms, Si120O64H32, with a vacuum gap, from a study of silicon, its oxide and their interface. The atomic structure is a simulated model.

Settings
functional: r2SCAN
potential files: Ansatz PAW
basis: plane waves
wave-function cutoff: 800 eV
density cutoff ratio: 5
exchange-correlation grid ratio: 1
k mesh: 1 x 1 x 1, Gamma-centred
self-consistency stop: 1e-11 eV per atom in the density residual
occupations: fixed
spin: none
net charge: 0
applied field: sawtooth along c, amplitude +0.015 V/angstrom in the program's sign convention, ramp centred at 0.9874 of c and 0.0252 of c wide, no dipole correction

Cell vectors (angstrom)
a 10.88 0 0
b 0 10.88 0
c 0 0 39.6616

Atoms and the computed forces on them: element, x, y, z (angstrom), force x, y, z (eV/angstrom)
Si -0.3611 0.2836 25.737 0.0106 -0.0156 -0.0182
Si 2.2178 3.2798 25.8168 0.0013 -0.0031 0.0126
Si 0.0033 5.3388 26.4693 0.0194 0.0138 -0.0343
Si 2.7917 7.6886 26.0732 -0.0145 -0.0078 -0.0275
Si 5.2188 -0.0708 25.9766 0.015 -0.0256 -0.0185
Si 8.3254 2.5545 25.9256 0.0083 0.0311 -0.0233
Si 5.218 5.729 25.9731 0.0072 -0.0005 -0.0255
Si 8.68 7.6438 26.1078 -0.01 0.0104 -0.0118
Si 1.2738 1.4351 27.0707 0.0213 0.0086 -0.0048
Si 4.0068 4.1117 27.1912 -0.0077 -0.0274 -0.0089
Si 1.4209 6.7014 27.6529 0.0108 -0.0035 -0.0195
Si 3.9559 9.3815 27.2893 -0.0107 0.0117 -0.0081
Si 6.7832 1.2607 27.1759 -0.0041 -0.0074 0.0162
Si 9.419 3.9205 27.5027 -0.034 -0.025 -0.0053
Si 6.8355 6.7758 27.3169 -0.0058 0.0097 -0.0103
Si 9.6098 9.4979 27.2046 -0.0118 -0.0115 -0.0054
Si 0.0055 2.603 28.7152 -0.0065 0.0083 -0.0397
Si 2.6371 0.0343 28.5161 0.003 0.0114 -0.0136
Si 0.0366 8.2299 28.7241 0.0071 -0.0003 -0.0139
Si 2.8244 5.3361 28.837 -0.0027 -0.0034 -0.0345
Si 5.396 2.6809 28.5121 0.0035 0.0068 -0.0172
Si 8.171 -0.0662 28.5826 -0.0044 -0.0053 -0.0153
Si 5.4478 8.1411 28.6615 0.0149 0.0075 0.0009
Si 8.0887 5.3895 28.7387 -0.0057 0.0007 -0.0211
Si 1.3618 4.0014 30.0719 -0.0102 0.0152 0.0179
Si 4.0437 1.3491 29.9131 0.0128 -0.0061 0.0303
Si 1.3777 9.5923 30.032 0.0106 0.0117 0.0271
Si 4.1534 6.7779 30.0871 -0.0093 0.0142 0.0336
Si 6.7189 4.0158 30.01 -0.0013 -0.0092 0.0182
Si 9.5064 1.2675 30.0266 -0.0128 0.0093 0.0313
Si 6.7976 9.5206 29.9927 -0.0093 0.0037 0.0125
Si 9.5058 6.8157 30.0035 0.0033 -0.0177 0.0347
Si -0.0013 -0.0137 31.4278 -0.0093 0.0207 0.212
Si 2.7372 2.6694 31.3925 0.0117 -0.0058 0.2331
Si 0.0062 5.4512 31.3537 0.0174 -0.0273 0.1757
Si 2.7474 8.1898 31.3511 0.0214 -0.0443 0.1963
Si 5.4301 0.0215 31.3152 -0.0107 0.0041 0.1994
Si 8.1476 2.6921 31.3385 0.0302 -0.0152 0.1838
Si 5.4629 5.4035 31.4388 0.0098 0.0005 0.1982
Si 8.1537 8.1644 31.3736 0.0011 0.0221 0.2196
Si 1.3699 1.352 32.7648 0.0073 -0.0535 0.3743
Si 4.0684 4.0628 32.7615 0.0494 -0.0291 0.3284
Si 1.3745 6.8263 32.7065 -0.0136 -0.0171 0.1766
Si 4.098 9.5395 32.7079 0.0542 0.0186 0.2565
Si 6.7878 1.3666 32.7123 0.0098 0.0015 0.1954
Si 9.5139 4.0852 32.6937 -0.0072 -0.0332 0.1626
Si 6.8351 6.7922 32.7489 -0.0574 -0.1093 0.3722
Si 9.511 9.5137 32.757 0.0686 -0.0536 0.3343
Si 0.0207 2.7676 6.9145 -0.0018 -0.0335 -0.2692
Si 2.7531 0.0048 6.9421 -0.0334 0.0578 -0.2877
Si 0.0134 8.1673 6.9308 -0.0362 0.0947 -0.2899
Si 2.7267 5.4732 6.9305 0.0643 0.0335 -0.213
Si 5.448 2.7174 6.9461 -0.0478 0.0327 -0.248
Si 8.1743 0.0489 6.9322 0.0375 0.0801 -0.2084
Si 5.4636 8.1824 6.9018 0.0114 0.0148 -0.3209
Si 8.186 5.4322 6.9419 -0.1081 0.0099 -0.2453
Si 1.3685 4.1227 8.2957 0.0424 -0.053 -0.1976
Si 4.0942 1.3725 8.3221 -0.0154 0.0307 -0.2052
Si 1.3717 9.547 8.2784 -0.0312 0.0476 -0.1891
Si 4.1284 6.8179 8.2745 0.0221 -0.0482 -0.198
Si 6.8039 4.0832 8.2992 -0.0036 0.0325 -0.1799
Si 9.5418 1.4447 8.2924 0.0094 -0.0297 -0.1894
Si 6.7885 9.5781 8.2529 -0.0091 0.0042 -0.2086
Si 9.5527 6.7954 8.2853 -0.0523 0.0438 -0.2026
Si 0.0558 0.0991 9.6251 -0.0011 -0.0133 -0.035
Si 2.7435 2.7723 9.656 0.0008 -0.0012 0.0055
Si 0.0229 5.4611 9.6855 0.0052 -0.0051 -0.0431
Si 2.7695 8.1983 9.5927 0.0049 0.0191 -0.0108
Si 5.4838 0.0505 9.689 0.0006 -0.0053 -0.0351
Si 8.1845 2.795 9.6944 -0.0106 -0.0105 -0.0293
Si 5.4501 5.4284 9.6741 -0.0017 -0.0013 -0.0402
Si 8.1466 8.1954 9.5397 0.0087 0.004 -0.0092
Si 1.3854 1.4834 11.0588 0.0128 0.0061 0.0073
Si 4.1037 4.0604 11.0894 -0.0093 -0.0158 0.0071
Si 1.475 6.8099 10.9445 0.0015 0.0151 0.0204
Si 4.0719 9.5729 10.9854 -0.0084 -0.0028 0.0178
Si 6.8617 1.417 11.069 0.0191 0.0024 0.0157
Si 9.4879 4.1981 11.1006 -0.0192 -0.0068 0.0112
Si 6.8263 6.8538 10.9328 -0.0102 0.0145 0.0372
Si 9.5061 9.5847 10.8225 -0.009 -0.0181 0.0289
Si -0.0587 2.7954 12.4525 -0.0034 0.0028 -0.0017
Si 2.8558 0.1677 12.3871 0.0162 0.0146 0.0081
Si 0.0963 8.3118 12.0479 0.0057 -0.0074 0.0216
Si 2.7181 5.4284 12.4358 0.0202 0.0009 0.0086
Si 5.5633 2.8017 12.5122 0.0142 0.0104 -0.0076
Si 8.2382 -0.0325 12.3325 -0.0014 -0.0052 0.0172
Si 5.3936 8.1168 12.2593 0.0009 0.0133 0.0027
Si 8.206 5.7238 12.4565 0.007 0.0182 -0.0172
Si 0.992 4.4459 13.7461 0.0178 -0.0199 0.0717
Si 4.5439 1.0868 13.814 -0.0514 0.0169 0.0637
Si 1.1812 9.8562 13.3973 0.0053 -0.0258 0.0491
Si 4.3116 6.5954 13.6918 -0.0203 0.0266 0.0573
Si 6.6746 4.5228 13.7417 0.0108 -0.0222 0.0687
Si 9.7656 1.1089 13.72 -0.0232 0.0111 0.0667
Si 6.6591 9.5816 13.504 0.0364 -0.0259 0.0545
Si 9.9226 6.9867 13.6244 -0.002 0.0404 0.0582
Si 6.9909 -1.3874 16.4398 -0.0002 -0.0057 0.0408
Si 4.3206 13.0366 16.7589 -0.0009 -0.0022 0.0438
Si 8.5803 1.1902 16.6531 -0.0047 -0.0026 0.0384
Si 17.7315 -4.8971 18.8468 -0.0038 0.0013 0.0451
Si 7.0138 3.742 16.6625 0.0015 0.003 0.0445
Si 12.9048 4.1102 16.6933 0.002 -0.0027 0.0417
Si -2.4173 -2.4565 18.8917 -0.0072 0.0016 0.0318
Si 10.6185 -0.6391 18.2145 0.0034 0.0014 0.0411
Si 1.6653 3.8918 19.4908 0.0055 0.0009 0.0441
Si 5.3107 10.4685 22.9751 -0.0025 0.005 0.0378
Si 12.2475 -9.8214 20.333 0.0014 -0.0025 0.0445
Si 22.2594 -2.4957 15.7717 0.0018 0.0009 0.0341
Si 5.516 -6.7157 21.1509 -0.0002 0.0007 0.0436
Si 2.8524 5.8708 21.4402 0.0005 0.0087 0.0347
Si 1.1244 -0.364 23.0722 -0.0055 -0.0129 0.0478
Si -1.9685 7.1995 23.2987 0.0006 0 0.0358
Si 4.8106 8.3596 18.1579 0.003 0.0012 0.0387
Si 7.2099 -1.9915 21.421 0.0011 -0.0024 0.0456
Si 2.8859 6.896 16.404 0.0031 0.0028 0.0385
Si 12.0678 7.5765 23.3577 -0.0032 0.0084 0.0372
Si 7.1531 4.5991 23.7369 -0.0007 0.0002 0.0412
Si 3.5061 1.3746 24.1155 -0.0117 0.0267 0.0188
Si 14.9195 2.1089 19.6061 -0.0002 0.0017 0.0395
Si 15.3592 8.4462 21.0045 -0.0012 -0.0002 0.04
O -0.3548 -3.7844 23.307 0.0019 -0.0007 -0.0132
O 4.5582 -12.6 19.5477 0.0031 -0.002 -0.0295
O 4.7093 1.1199 23.0304 0.0053 -0.0034 -0.0071
O 2.772 2.8125 24.3023 0.0134 -0.0128 -0.0452
O 1.0439 4.4206 25.5227 -0.0012 0.0003 -0.0139
O 0.8802 2.6045 20.1066 -0.0001 0.0035 -0.0103
O 4.0389 6.7795 25.5077 -0.0004 0.0021 0.0375
O 1.7594 7.9608 24.8319 -0.0207 0.001 -0.0383
O 6.7235 -0.6438 22.2048 0.0068 -0.0071 -0.0123
O 4.1637 1.1364 25.58 0.0029 -0.0013 0.0215
O 9.3941 1.4315 25.4002 0.0077 -0.0034 0.0443
O 4.2114 -1.3503 22.1933 0.0002 -0.0109 -0.0162
O 5.9484 5.2488 24.5998 0.0128 -0.0118 -0.0352
O 5.9521 7.8482 21.3865 -0.0029 0.0028 -0.0173
O 8.311 8.0284 24.5628 -0.0004 0.0011 -0.0406
O 9.8097 6.4481 25.8511 -0.007 -0.0037 0.0577
O 1.2408 4.008 15.293 -0.005 0.0018 -0.016
O 4.5435 1.436 18.2087 0.0028 0.0004 -0.027
O 5.6083 -0.1236 13.874 0.007 -0.0025 -0.0948
O 8.1992 -4.0341 19.2157 -0.0022 -0.0005 -0.0205
O 1.574 8.9949 14.7181 0.005 -0.0025 -0.0149
O 4.2988 12.1528 15.4139 0.0012 -0.0072 -0.0062
O 7.4154 4.05 15.1202 0.0067 0.0052 -0.0239
O 3.7017 7.2568 15.051 0.0015 0.0031 -0.0166
O 10.9695 10.9253 13.9796 0.0094 0.0025 -0.0842
O 5.4517 5.5232 14.1862 0.0015 -0.0052 -0.0833
O 9.2619 1.5093 15.2175 0.0018 0.0011 -0.0149
O 10.0047 7.8794 15.0335 -0.013 0.0024 -0.0027
O 7.1061 8.9094 14.9328 0.0007 -0.0073 -0.016
O 10.8342 5.6785 13.927 -0.003 -0.0134 -0.0848
O 18.9308 8.6906 17.3521 -0.0027 0.0058 -0.0183
O 2.8245 2.7306 16.7852 -0.0011 0.0016 -0.0086
O -4.5869 5.0768 20.0586 0.0068 0.0106 -0.0295
O 3.0989 5.3237 16.6975 -0.0008 0.0058 -0.0133
O 3.215 3.4693 19.2832 -0.0028 -0.0003 -0.0187
O 13.8848 1.0879 20.3431 0.0046 0.0041 -0.0176
O 7.1995 5.0436 17.5845 0.0005 -0.0115 -0.0232
O 11.9561 -6.6312 18.0155 0.0004 0.0027 -0.0287
O 16.3427 3.2894 16.651 0.0026 0.0032 -0.0209
O 11.1776 9.5285 16.8815 0.0024 -0.0104 -0.0268
O 7.5518 -1.5694 19.9005 0.0078 -0.0025 -0.029
O 9.9569 9.0173 19.0706 0.0021 0.0045 -0.0188
O 5.2419 2.671 20.5357 -0.0067 -0.0062 -0.0197
O 7.3323 0.1887 16.4186 0.0018 0.0016 -0.0144
O 4.1195 -6.0098 21.6478 0.0017 -0.0005 -0.0117
O 1.2768 7.0887 16.3453 -0.002 0.001 -0.0144
O 6.4943 3.9598 22.4153 -0.013 -0.0027 -0.0352
O 2.0929 -4.5227 22.7869 0.0139 -0.0124 -0.0192
O 3.4172 -3.6206 20.8257 -0.0009 0.002 -0.0194
O 5.5157 9.3097 17.0641 0.0066 0.0048 -0.0187
O 12.6094 -5.7061 20.4834 -0.005 -0.0101 -0.0212
O 11.6936 0.5434 21.7651 0.0039 0.0116 -0.0371
O 14.2774 -3.0246 17.5851 -0.0079 -0.0072 -0.0174
O 7.9894 2.5791 17.2253 -0.0007 -0.0023 -0.0175
O 16.5955 -3.8325 18.4221 -0.0017 0.0021 -0.0073
O 10.8733 10.5795 24.2398 0.0122 -0.0043 -0.037
O 12.1638 19.868 22.5512 -0.0027 0.0044 -0.0132
O -2.6303 -5.1652 23.2942 0.0017 0.0022 -0.0089
O 8.4763 8.1063 22.0281 -0.0106 0.0096 -0.0273
O 2.4406 0.2086 23.8127 0.0007 -0.0051 -0.0014
O 7.833 3.422 24.6281 -0.009 0.017 -0.0361
O 5.5702 10.0686 24.5392 -0.0037 -0.0022 -0.0427
O 11.7305 10.9668 19.1401 -0.0091 -0.0079 -0.0245
O 9.5862 0.5223 17.7306 -0.0045 0.0064 -0.015
H 2.2024 0.5411 33.6973 -0.3912 0.2373 -0.2045
H 0.568 2.1933 33.6973 0.2947 -0.2309 -0.2394
H 3.2674 4.9048 33.6939 0.1797 -0.3588 -0.2501
H 4.9005 3.2514 33.6939 -0.3466 0.2965 -0.206
H 2.1961 6.0042 33.6389 -0.2503 0.295 -0.279
H 0.5466 7.6419 33.6389 0.3006 -0.2863 -0.2741
H 3.2763 10.3614 33.6403 0.3246 -0.2886 -0.2723
H 4.9224 8.7202 33.6403 -0.2218 0.2885 -0.2813
H 5.9694 2.1917 33.6448 0.3065 -0.3117 -0.2812
H 7.6302 0.566 33.6448 -0.3622 0.1846 -0.2782
H 10.3565 3.2847 33.6262 -0.295 0.217 -0.2864
H 8.698 4.9128 33.6262 0.2841 -0.3837 -0.2643
H 7.6541 5.9677 33.6813 -0.2584 0.43 -0.2037
H 6.0188 7.6195 33.6813 0.2097 -0.2911 -0.2522
H 10.3435 8.7028 33.6894 -0.3881 0.2203 -0.213
H 8.7129 10.3586 33.6894 0.2379 -0.3068 -0.2565
H 0.8226 1.9263 5.9821 -0.2233 0.2533 0.2681
H -0.8218 3.5681 5.9821 0.4301 -0.264 0.2131
H 3.5748 -0.8171 6.0097 -0.2869 0.344 0.2599
H 1.9205 0.8157 6.0097 0.2942 -0.2082 0.2501
H -0.8192 8.9782 5.9984 0.2398 -0.2825 0.2461
H 0.8413 7.3516 5.9984 -0.286 0.3519 0.2432
H 3.5278 4.6311 5.9981 -0.2579 0.2595 0.2516
H 1.9052 6.2952 5.9981 0.3467 -0.2971 0.2407
H 6.2665 1.8923 6.0136 -0.3485 0.312 0.2461
H 4.616 3.5288 6.0136 0.2762 -0.2423 0.2558
H 7.3319 0.8495 5.9998 0.4117 -0.2588 0.2137
H 8.9723 -0.796 5.9998 -0.1832 0.3171 0.27
H 6.2798 7.355 5.9694 -0.187 0.3362 0.2478
H 4.6392 9.0016 5.9694 0.2443 -0.3937 0.2142
H 9.0019 4.6046 6.0095 -0.3759 0.3064 0.2516
H 7.3669 6.2568 6.0095 0.2797 -0.2489 0.2587

Results
free energy: -113757.867 eV
free energy less fixed offsets of H -15.71, O -570.45, Si -639.56 eV per atom: 0.853 eV

The program warned: the cutoff lies below the one the program advises for these potential files; the forces do not sum to zero within the program's tolerance; empty levels may hold ghost states of the PAW files; the exchange-correlation potential is rough where the density is thin.
